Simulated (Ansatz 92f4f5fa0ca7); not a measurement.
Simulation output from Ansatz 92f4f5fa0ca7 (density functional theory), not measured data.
Periodic cell of 184 atoms, Si120O64, from a study of silicon, its oxide and their interface. The atomic structure is a simulated model.
This geometry differs little from another in the collection (a relaxation step or a small displacement).

Settings: functional r2SCAN; potential files Ansatz PAW; basis plane waves; wave-function cutoff 800 eV; density cutoff ratio 5; exchange-correlation grid ratio 1; k mesh 1 x 1 x 1, shifted by 0.5 0.5 0 of a step; self-consistency stop 1e-10 eV per atom in the density residual; occupations fixed; spin none; net charge 0.

Cell vectors (angstrom)
a, 10.88, 0, 0
b, 0, 10.88, 0
c, 0, 0, 26.5855

Atoms: element, x, y, z (angstrom)
Si, -0.1609, 0.351, 0.0318
Si, 2.5167, 2.8461, 0.1595
Si, 0.4581, 5.1323, 0.1288
Si, 2.9698, 7.7395, 0.0842
Si, 5.6968, -0.364, -0.1184
Si, 8.4724, 2.5249, -0.039
Si, 5.302, 5.6633, -0.1464
Si, 8.043, 8.409, -0.3511
Si, 1.3482, 1.3669, 1.4795
Si, 4.1856, 4.0685, 1.2443
Si, 1.5238, 6.645, 1.5326
Si, 4.1133, 9.44, 1.2296
Si, 6.8444, 1.2917, 1.1561
Si, 9.6048, 4.0664, 1.295
Si, 6.9159, 6.8261, 1.0907
Si, 9.5893, 9.4841, 1.1195
Si, 0.0034, 2.7389, 2.7781
Si, 2.7732, -0.0693, 2.633
Si, 0.0388, 8.1304, 2.5782
Si, 2.8794, 5.3074, 2.8036
Si, 5.5131, 2.6593, 2.5554
Si, 8.2074, -0.0585, 2.5559
Si, 5.5201, 8.1058, 2.5738
Si, 8.1994, 5.4579, 2.5462
Si, 1.4112, 4.0399, 4.104
Si, 4.1245, 1.3395, 3.9535
Si, 1.3836, 9.4748, 3.9735
Si, 4.1941, 6.779, 4.0192
Si, 6.8453, 4.06, 3.9165
Si, 9.5013, 1.3112, 3.9966
Si, 6.8339, 9.4979, 3.9386
Si, 9.5421, 6.7982, 3.952
Si, 0.0128, -0.0349, 5.327
Si, 2.7623, 2.6559, 5.3866
Si, 0.0173, 5.4494, 5.3559
Si, 2.7569, 8.1246, 5.3329
Si, 5.4741, -0.0201, 5.3109
Si, 8.1606, 2.7016, 5.3317
Si, 5.5096, 5.4023, 5.3426
Si, 8.1722, 8.1489, 5.3205
Si, 1.3489, 1.3225, 6.7017
Si, 4.0977, 4.0893, 6.6952
Si, 1.377, 6.7979, 6.7141
Si, 4.0885, 9.5259, 6.6759
Si, 6.792, 1.3533, 6.6965
Si, 9.5221, 4.0709, 6.6912
Si, 6.8245, 6.789, 6.6946
Si, 9.5165, 9.5103, 6.6917
Si, -0.0035, 2.7068, 8.0535
Si, 2.6973, -0.0244, 8.0428
Si, -0.0177, 8.1456, 8.0451
Si, 2.7213, 5.4311, 8.0828
Si, 5.4297, 2.7288, 8.0354
Si, 8.1652, 0.0051, 8.0642
Si, 5.434, 8.1548, 8.0316
Si, 8.1607, 5.4348, 8.052
Si, 1.3405, 4.0587, 9.4344
Si, 4.0077, 1.4154, 9.3516
Si, 1.308, 9.5199, 9.3943
Si, 4.0506, 6.8519, 9.4284
Si, 6.772, 4.0947, 9.3948
Si, 9.4991, 1.3929, 9.4462
Si, 6.7978, 9.4992, 9.3983
Si, 9.5169, 6.7784, 9.4139
Si, -0.0117, 0.0092, 10.778
Si, 2.6757, 2.7098, 10.8292
Si, -0.043, 5.3988, 10.787
Si, 2.6193, 8.1859, 10.7879
Si, 5.3794, 0.0536, 10.6111
Si, 8.1328, 2.7937, 10.7961
Si, 5.4144, 5.4647, 10.7413
Si, 8.1667, 8.1306, 10.7837
Si, 1.3048, 1.3322, 12.2198
Si, 4.0056, 4.1785, 12.114
Si, 1.254, 6.7729, 12.1522
Si, 3.9663, 9.7039, 11.9774
Si, 6.6708, 1.4109, 11.9833
Si, 9.4915, 4.1113, 12.251
Si, 6.8164, 6.7364, 12.1269
Si, 9.509, 9.5361, 12.1285
Si, -0.1144, 2.6278, 13.6051
Si, 2.7338, 0.0521, 13.625
Si, -0.0427, 8.1535, 13.5574
Si, 2.573, 5.4259, 13.5629
Si, 5.3963, 2.8066, 13.3798
Si, 8.0017, 0.0437, 13.2915
Si, 5.3102, 8.2382, 13.0861
Si, 8.1734, 5.4715, 13.7179
Si, 1.3638, 3.8542, 14.95
Si, 3.8236, 1.8361, 14.8056
Si, 1.6534, 9.1793, 14.8117
Si, 3.9164, 7.0956, 14.4992
Si, 7.0021, 3.7368, 14.8425
Si, 9.0967, 1.3984, 14.8111
Si, 6.7557, 9.3747, 14.4775
Si, 9.1538, 7.2899, 15.0594
Si, 1.7403, 1.631, 18.2437
Si, -6.604, 14.5613, 19.7151
Si, 0.3037, 10.8035, 23.694
Si, 5.8318, 5.7927, 16.6386
Si, 2.1375, 6.0281, 19.498
Si, 7.1209, 2.5609, 21.6795
Si, -1.0473, 1.517, 21.8141
Si, 0.2338, -0.2607, 19.8309
Si, -2.689, 18.4667, 17.8244
Si, 10.8108, -0.1598, 16.8833
Si, 4.4081, 7.3356, 18.55
Si, 9.5487, 8.3274, 23.4299
Si, 8.5265, 6.7163, 20.8953
Si, -5.3282, 6.0218, 20.9955
Si, 4.3166, 1.5516, 24.6546
Si, -1.5483, 14.7547, 20.1704
Si, -4.8135, -1.1662, 17.4168
Si, 2.917, -4.1028, 22.2184
Si, 4.7084, 12.3332, 17.7177
Si, 4.2626, 1.373, 21.5512
Si, 2.4143, 9.7813, 21.6405
Si, 6.5507, 3.691, 24.4849
Si, 1.1529, 6.9916, 24.508
Si, 0.4251, 15.1654, 17.9133
O, 0.638, -0.0813, -1.3234
O, -15.8904, 1.5852, -5.2907
O, 3.0016, 1.9729, -1.1262
O, 1.4474, 3.9429, -0.4021
O, 0.1976, 5.9871, -1.2446
O, -2.2454, 7.9671, -1.8446
O, 0.1539, 7.7112, -3.09
O, 1.9369, 8.079, -1.1544
O, 4.8865, 0.1162, -1.4658
O, 3.9497, 1.5879, -3.482
O, 7.9533, 3.3116, -1.3869
O, 9.5749, 1.4068, -0.5039
O, 4.1371, 6.7525, -0.5466
O, 5.9856, 5.1125, -1.552
O, 6.8458, 9.4867, -0.6756
O, 1.1124, 1.0688, 19.5971
O, 4.4049, 6.1347, 22.1268
O, 3.1599, 4.79, 19.4337
O, 0.5077, 4.3939, 16.2747
O, 0.8074, 9.588, 16.1456
O, -1.4559, 16.2441, 20.8099
O, 2.847, 8.1189, 15.254
O, 4.7568, 12.4593, 16.1125
O, 0.8343, 5.6813, 18.6212
O, 8.0475, 2.558, 15.3461
O, 9.5261, 0.3577, 16.0294
O, -1.4765, 7.3674, 16.7148
O, 6.0229, 9.9393, 15.8157
O, 1.5884, 3.2171, 18.2614
O, 7.8986, 8.3151, 14.9393
O, 7.5043, 9.0699, 17.809
O, 5.7618, 0.2754, 18.1144
O, 0.8608, 1.1542, 16.9743
O, -1.8847, -3.0747, 21.9956
O, 1.2708, 9.5518, 20.4819
O, 2.8275, 18.2333, 18.8507
O, -0.3935, 21.0516, 18.3863
O, -0.9292, 0.2026, 20.8434
O, 1.8772, 6.2896, 21.0622
O, 6.2479, 4.3031, 16.1901
O, -7.6709, 11.8855, 18.108
O, 4.9333, 13.7607, 18.4531
O, 4.8769, 8.6742, 17.7961
O, -2.3041, -3.5651, 19.3725
O, 5.4812, -8.2764, 24.9865
O, -3.7701, -15.257, 17.2982
O, 3.5919, 13.4431, 20.6757
O, 2.2933, 6.2774, 23.6139
O, 9.8677, 3.884, 18.6026
O, 9.8357, 9.9186, 23.4218
O, 2.6333, 2.8645, 15.3299
O, 7.063, -4.5926, 21.4382
O, 5.2602, 7.1868, 19.9046
O, 13.9706, 8.3769, 22.0384
O, 7.8145, 3.29, 20.3742
O, 5.4779, 4.5129, 20.4029
O, -0.0762, 1.378, 23.091
O, 1.6508, -0.5462, 22.9452
O, 3.6011, -0.0669, 21.1651
O, -0.6114, 2.8691, 21.0228
O, -4.1808, 3.6159, 22.8652
O, 5.2042, -4.3201, 15.3655
O, -2.5898, 1.6167, 22.2834
O, 4.6581, 5.9531, 17.7152

Results
free energy: -113255.835 eV
free energy less fixed offsets of O -570.45, Si -639.56 eV per atom: 0.165 eV

Forces (eV/angstrom), in the order of the atoms: element, x, y, z
Si, 0.0194, -0.0069, -0.1314
Si, 0.0068, -0.0174, -0.1097
Si, -0.0044, 0.0194, -0.1072
Si, -0.0164, 0.005, -0.1079
Si, -0.0141, 0.0125, -0.1164
Si, -0.0109, 0.0081, -0.1163
Si, 0.0084, -0.0038, -0.1186
Si, 0.0219, 0.0028, -0.1502
Si, 0.0019, -0.0063, 0.0137
Si, 0.0001, 0.0021, 0.0148
Si, -0.0048, 0.0031, 0.0047
Si, -0.0064, 0.005, 0.0134
Si, -0.0016, 0.0017, 0.0125
Si, 0.0019, 0.0016, 0.0148
Si, 0.006, -0.0069, 0.018
Si, 0.0025, -0.0104, 0.0242
Si, -0.0015, -0.0004, 0.0016
Si, 0.0002, -0.0016, -0.0013
Si, -0.0042, 0.0024, -0.0025
Si, 0.0049, -0.0001, -0.0029
Si, 0.001, -0.002, -0.0035
Si, 0.0006, 0.0021, -0.0045
Si, -0.0012, -0.0031, 0.0023
Si, -0.0009, 0.0049, 0.0001
Si, -0.0023, 0.0018, 0.0055
Si, 0.0017, 0, 0.0037
Si, 0.0003, -0.0016, 0.0027
Si, 0, 0.0017, 0.0052
Si, 0, -0.001, 0.0013
Si, -0.0013, -0.004, 0.0075
Si, 0.0043, -0.0023, 0.0066
Si, -0.0006, -0.0035, 0.0006
Si, -0.0014, -0.0007, -0.0001
Si, 0.0007, -0.0007, 0.0012
Si, -0.0025, 0.0025, 0.0047
Si, 0.0009, 0.0015, 0.001
Si, -0.0018, 0.0018, 0.0001
Si, 0.0001, 0.0014, 0.0012
Si, 0.0055, 0.0016, 0.0019
Si, 0.0001, -0.0002, 0.0011
Si, -0.001, -0.0011, -0.0006
Si, -0.0014, -0.0018, -0.0009
Si, -0.0007, -0.0009, 0.0006
Si, 0.0003, -0.0017, -0.0011
Si, 0.0017, -0.001, -0.0024
Si, -0.0002, 0.0004, -0.0002
Si, 0.0012, -0.0013, -0.0024
Si, 0.0009, -0.0012, -0.0025
Si, -0.0027, 0.0002, 0.0033
Si, 0.0005, 0.0006, 0.0008
Si, -0.0005, -0.0008, 0.0016
Si, -0.0001, 0.0024, 0.0016
Si, 0.0025, 0.0006, 0.0024
Si, -0.0006, 0.0001, -0.0001
Si, 0.0005, 0.001, -0.0023
Si, 0.0025, -0.0023, 0.0006
Si, 0.0025, -0.0069, -0.0021
Si, -0.003, -0.0021, -0.0037
Si, -0.0037, -0.0015, -0.0023
Si, 0.0002, -0.0021, -0.0038
Si, -0.0005, 0.0026, -0.0027
Si, 0.0026, 0.0033, -0.0034
Si, 0.004, -0.0036, -0.005
Si, -0.0013, 0.0003, -0.0011
Si, -0.0009, -0.0034, -0.0001
Si, -0.0006, 0.0042, 0.0036
Si, -0.0033, 0.0033, -0.0031
Si, -0.0022, 0.0023, -0.0026
Si, -0.001, 0.0032, -0.0027
Si, -0.0019, -0.0014, -0.0046
Si, 0.0024, -0.0025, 0.0026
Si, 0.0054, -0.0021, -0.0002
Si, 0.0048, 0.0019, 0.0106
Si, -0.0014, -0.0022, 0.0081
Si, -0.0011, -0.0024, 0.0074
Si, 0, -0.0021, 0.0079
Si, 0.0046, 0.0024, 0.0053
Si, -0.0027, 0.0023, 0.0065
Si, 0.0066, 0.0014, 0.0019
Si, 0.0007, -0.0091, 0.0044
Si, 0.0087, -0.0045, 0.021
Si, -0.0052, -0.0025, 0.0127
Si, -0.0064, 0.0081, 0.0258
Si, -0.0002, -0.0142, 0.0183
Si, -0.0078, 0.0018, 0.0209
Si, -0.0056, 0.0044, 0.0185
Si, -0.0046, 0.006, 0.0173
Si, -0.0054, -0.0011, 0.0269
Si, 0.0298, -0.0033, -0.1622
Si, -0.0206, 0.0178, -0.1338
Si, 0.0156, -0.0038, -0.1052
Si, -0.016, 0.0194, -0.09
Si, 0.0223, -0.0174, -0.1106
Si, -0.0079, 0.0166, -0.107
Si, 0.0179, -0.0142, -0.1261
Si, 0.0112, -0.0094, -0.158
Si, -0.0023, 0.0048, -0.1269
Si, 0.001, -0.0002, -0.1335
Si, 0.0033, 0.0195, -0.1641
Si, 0.0145, -0.0234, -0.1486
Si, -0.0017, -0.0004, -0.125
Si, 0.0177, -0.0091, -0.1331
Si, 0.0006, 0.0004, -0.1347
Si, 0.0021, 0.0222, -0.1604
Si, -0.0063, 0.0097, -0.174
Si, -0.0118, -0.0124, -0.1649
Si, 0.02, 0.0041, -0.1426
Si, 0.0093, 0.0068, -0.1656
Si, -0.0141, -0.0236, -0.1582
Si, -0.0028, 0.0142, -0.1309
Si, -0.0031, 0.0175, -0.1589
Si, 0.0278, 0.0202, -0.1225
Si, 0.0091, 0.0109, -0.1271
Si, 0.0158, -0.0023, -0.1589
Si, 0.0089, -0.03, -0.1626
Si, -0.0083, 0.0174, -0.163
Si, -0.0024, -0.0058, -0.1357
Si, -0.0067, -0.0148, -0.1538
Si, 0.0165, -0.0067, -0.1637
Si, 0.0249, -0.0099, -0.1626
O, -0.0132, 0.0053, 0.1345
O, 0.0064, -0.0041, 0.0598
O, -0.0184, 0.0181, 0.0961
O, 0.0039, -0.0042, 0.0724
O, -0.0083, -0.0259, 0.0933
O, -0.0419, -0.0005, 0.1429
O, 0.0163, -0.0084, 0.0683
O, 0.0274, 0.0059, 0.1041
O, 0.0304, -0.0311, 0.0907
O, -0.0029, -0.0015, 0.1276
O, 0.0321, -0.0207, 0.1026
O, 0, 0.007, 0.071
O, 0.0069, -0.0086, 0.0687
O, -0.0157, 0.0299, 0.0973
O, -0.0004, -0.0083, 0.0731
O, -0.0108, -0.0183, 0.0694
O, -0.0194, 0.0033, 0.0641
O, 0.0018, 0.0019, 0.0497
O, -0.0217, 0.0085, 0.1376
O, -0.0324, 0.0357, 0.0896
O, -0.0067, 0.0071, 0.0553
O, 0.0014, -0.0139, 0.0707
O, 0.0141, -0.0084, 0.1132
O, 0.0116, 0.0189, 0.0569
O, -0.002, -0.0014, 0.0664
O, 0.0264, -0.0248, 0.0948
O, -0.0201, 0.0056, 0.1249
O, -0.0155, 0.0073, 0.109
O, 0.0003, 0.0055, 0.0726
O, -0.0016, -0.0031, 0.0804
O, 0.008, -0.0077, 0.0547
O, -0.0052, 0.0125, 0.0572
O, 0.0174, 0.014, 0.0659
O, 0.0201, 0.0348, 0.1009
O, 0.0216, -0.0112, 0.0737
O, -0.0161, -0.0079, 0.0497
O, 0.0069, -0.0062, 0.1033
O, -0.0158, 0.0178, 0.0808
O, 0.0056, 0.0159, 0.0895
O, -0.027, 0.0259, 0.0793
O, -0.0139, 0.004, 0.0545
O, -0.0064, 0.034, 0.077
O, -0.0143, -0.026, 0.052
O, 0.0099, -0.0194, 0.1145
O, -0.003, -0.0021, 0.0669
O, 0.0059, 0.0095, 0.0683
O, 0.0024, -0.0241, 0.0713
O, -0.0343, -0.001, 0.0999
O, -0.0305, -0.0006, 0.0714
O, -0.0039, -0.0104, 0.0616
O, -0.0022, -0.0004, 0.091
O, 0.0097, 0.0028, 0.0523
O, 0.0051, -0.0178, 0.0793
O, 0.0007, 0.0046, 0.0561
O, -0.0176, -0.0159, 0.049
O, 0.0116, 0.0043, 0.0552
O, 0.0116, -0.013, 0.0783
O, -0.0264, 0.0106, 0.0783
O, -0.0006, 0.003, 0.056
O, -0.0018, -0.0188, 0.0556
O, -0.0064, 0.0221, 0.1191
O, 0.0227, -0.0077, 0.081
O, -0.0104, -0.0026, 0.0509
O, -0.0311, 0.0126, 0.0804

The program warned: the cutoff lies below the one the program advises for these potential files; the forces do not sum to zero within the program's tolerance; empty levels may hold ghost states of the PAW files; the exchange-correlation potential is rough where the density is thin.
